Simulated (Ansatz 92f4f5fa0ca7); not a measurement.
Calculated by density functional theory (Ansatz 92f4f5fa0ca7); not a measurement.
Periodic cell of 214 atoms, Si128O86, from a study of silicon, its oxide and their interface. The atomic structure is a simulated model.
This geometry differs little from another in the collection (a relaxation step or a small displacement).

Settings: functional r2SCAN; potential files Ansatz PAW; basis plane waves; wave-function cutoff 800 eV; density cutoff ratio 5; exchange-correlation grid ratio 1; k mesh 1 x 1 x 1, shifted by 0.5 0.5 0 of a step; self-consistency stop 1e-10 eV per atom in the density residual; occupations fixed; spin none; net charge 0.

Cell vectors (angstrom)
a  10.88  0  0
b  0  10.88  0
c  -2.6705  3.8909  31.3731

Atoms and the computed forces on them: element, x, y, z (angstrom), force x, y, z (eV/angstrom)
Si  7.8954  6.2924  -2.0367  -0.0011  -0.0008  0.0284
Si  12.5769  8.7244  -2.8548  0.0152  -0.0146  0.0228
Si  8.2273  4.0992  1.4608  -0.0011  0.0003  -0.0027
Si  6.8882  13.417  0.3798  0.0024  0.0015  0.0173
Si  1.9427  7.5669  0.0784  0.0026  -0.0041  0.0301
Si  4.4809  10.5725  0.0807  0.0018  -0.006  0.0297
Si  11.7393  14.2157  0.1575  -0.0139  0.0032  0.0222
Si  5.4  4.3431  -1.7181  0.0024  0.0034  0.0253
Si  8.1265  9.5549  1.3776  0.002  0.0024  -0.0035
Si  9.5363  13.5721  2.7991  -0.0021  0.0003  0.0023
Si  8.6057  10.124  -8.2072  -0.0032  0.0033  -0.029
Si  10.9588  6.7475  1.3226  -0.0009  0.0003  -0.0032
Si  2.7852  9.4433  1.2802  -0.0013  0.0051  -0.0045
Si  5.432  12.1148  1.5895  -0.0035  -0.003  -0.0046
Si  13.4882  15.0299  1.5009  0.0013  0.0004  -0.0029
Si  5.4131  6.8264  1.4323  0.0027  -0.0015  -0.0035
Si  6.818  10.8033  2.9008  -0.0003  -0.0009  0.0016
Si  10.7895  12.3118  1.2168  0.0017  -0.0019  -0.0002
Si  6.8085  5.4617  2.7352  -0.001  0.001  -0.0005
Si  9.5544  8.1673  2.6293  0.0004  0.0004  0.0013
Si  12.2258  10.8914  2.5401  -0.0007  -0.0002  0.0009
Si  14.8931  13.5774  2.7447  -0.0019  -0.0011  0.001
Si  12.1939  16.3599  2.8921  0.0014  0.0002  0.0025
Si  4.0952  8.1964  2.8143  0.0002  0.0001  0.0011
Si  5.4326  9.4934  4.2269  0.0008  -0.0006  -0.0003
Si  8.1753  12.2302  4.1503  0.0008  -0.002  -0.0004
Si  5.4237  14.9574  4.0528  -0.0007  0.001  -0.0005
Si  8.181  6.8308  4.0642  0  0.0011  0.0006
Si  10.9015  9.5412  3.9804  -0.0011  -0.0019  0.0003
Si  13.5326  12.2077  4.0584  -0.0012  0.0007  -0.0001
Si  10.8582  14.9405  4.1858  0.0013  0.0004  0.0021
Si  13.6009  6.8405  4.1492  -0.0031  -0.0006  0.0007
Si  6.8248  8.1239  5.5084  0.0008  -0.0011  0.0016
Si  9.5655  10.857  5.4234  0.0001  -0.0001  0.0016
Si  6.782  13.6148  5.43  -0.0005  -0.0002  0.0015
Si  9.4848  16.3342  5.4792  -0.001  -0.0009  0.0019
Si  12.2158  8.2073  5.4259  0.0002  0.0012  0.0009
Si  14.9132  10.8986  5.4787  -0.0002  -0.0006  0.0022
Si  12.238  13.568  5.4921  -0.0013  -0.0017  0.0023
Si  14.961  16.3135  5.4368  -0.0002  0.0014  0.0017
Si  8.2054  9.5261  6.8034  -0.0002  -0.0005  0.0015
Si  10.8684  12.2034  6.8328  -0.0005  -0.0005  0.0011
Si  8.1118  14.959  6.8188  -0.0007  0.0014  0.0016
Si  10.8889  6.8225  6.7919  -0.0021  -0.0007  0.0019
Si  13.554  9.5238  6.8207  -0.0015  0.0005  0.0015
Si  5.4315  12.2788  6.7974  -0.0011  -0.0002  0.0031
Si  13.624  14.9556  6.8065  0.0003  -0.0005  0.0017
Si  5.4237  6.7622  6.8248  -0.0009  -0.0004  0.0018
Si  6.8284  10.9182  8.1169  -0.0011  0.0011  0.0006
Si  9.4826  13.5751  8.1503  0.0001  -0.0003  0.002
Si  6.7388  16.2773  8.1957  -0.0022  0.0001  0.0039
Si  9.5513  8.1708  8.1718  -0.001  -0.0008  0.0022
Si  12.2191  10.8601  8.2086  -0.0007  -0.0005  0.0022
Si  4.1126  13.6372  8.1899  -0.0006  -0.0001  0.0014
Si  12.2549  5.4469  8.1376  0.0006  -0.0009  0.0017
Si  14.9239  8.1482  8.1443  -0.0005  -0.0001  0.0022
Si  5.4374  9.5551  9.3989  -0.0014  0.0012  -0.0004
Si  8.1336  12.253  9.5739  -0.0008  -0.0007  0.0013
Si  5.4219  14.9579  9.6567  -0.001  0.0002  -0.0006
Si  8.1346  6.7938  9.4223  0.0019  -0.0016  -0.0023
Si  10.8802  9.5049  9.6077  -0.0006  -0.0002  0.0022
Si  13.6225  12.2485  9.465  -0.0014  -0.0002  0.0002
Si  10.8797  14.9377  9.4393  -0.0015  -0.0006  -0.0004
Si  13.5987  6.7822  9.552  -0.0013  -0.0001  0.0002
Si  6.7688  8.1771  10.7085  0.0016  -0.0005  0.0018
Si  9.4841  10.8795  10.9393  -0.0014  -0.0025  0.0019
Si  6.7952  13.5823  11.0251  -0.0004  0.0012  -0.001
Si  9.4645  5.3993  10.7273  0.0004  0.0001  -0.0004
Si  12.251  8.1106  10.9504  -0.0014  -0.0012  0.0013
Si  4.1293  10.9129  10.7844  0.0007  0.0006  0.0022
Si  12.2591  13.5909  10.7881  -0.0013  0.0007  0.0023
Si  4.0534  16.3585  11.0072  -0.0007  -0.0019  0.0034
Si  8.0381  9.4747  12.1831  -0.0023  -0.0007  -0.0054
Si  10.9196  12.2592  12.1939  -0.0017  0.0014  -0.0033
Si  8.215  15.0065  12.2792  0.0047  -0.0006  0.0003
Si  10.7575  6.6999  12.1518  -0.0038  0.0003  -0.0049
Si  2.8725  9.5004  12.1514  0.001  -0.0017  -0.003
Si  5.3981  12.1968  12.3434  -0.0032  -0.0029  -0.0017
Si  13.494  14.9586  12.2693  -0.0025  -0.0028  -0.0011
Si  5.5179  6.9124  12.226  0.0009  0.0046  -0.0061
Si  6.3446  10.3816  13.5631  0.0057  0.0038  0.0259
Si  9.9933  14.0102  13.4812  0.0018  0.003  -0.0069
Si  6.6299  8.3154  0.0717  -0.0052  0.0031  0.0221
Si  8.9778  7.6822  13.3483  0.0072  0.0053  0.0146
Si  1.6838  11.0481  13.3833  -0.006  -0.0044  0.027
Si  3.7406  13.3736  13.5817  0.0007  0.002  0.0245
Si  9.5736  5.4196  19.7666  -0.01  -0.0022  -0.0143
Si  4.6168  8.6823  13.5335  0.0028  0.0052  -0.0078
Si  3.8789  7.5068  15.441  -0.0135  0.0025  0.0391
Si  10.074  7.9138  21.4742  -0.0015  -0.0028  -0.0266
Si  7.281  5.9456  13.4687  0.0044  0.0013  -0.0156
Si  8.5776  14.9063  22.2769  -0.0041  0.0044  -0.0363
Si  5.1991  6.3115  -5.7047  -0.0054  0.0012  -0.0194
Si  4.1411  11.0557  -7.6279  -0.0072  0.0029  -0.0296
Si  13.086  8.6956  -8.0936  0.0022  -0.0059  -0.0238
Si  5.0679  13.9807  16.3571  0.0093  -0.0014  0.0221
Si  10.4137  7.7903  16.0391  0.008  -0.0044  0.0066
Si  11.572  10.6705  21.1106  -0.0053  0.0032  -0.0289
Si  12.6875  13.161  -7.5214  0.0025  -0.0035  -0.0324
Si  8.127  6.978  17.8443  -0.0056  -0.0016  0.0081
Si  8.4902  10.4897  -5.1774  0.0047  0.0017  -0.0119
Si  7.1301  9.0831  21.4998  -0.0124  0.0053  -0.0292
Si  5.8193  5.8816  -8.6982  0.0021  -0.0002  -0.036
Si  11.9817  6.1677  15.3699  0.0059  0.002  0.0173
Si  7.8821  7.4002  -4.9837  0.007  0.0042  -0.0035
Si  4.4394  7.4371  21.1376  0.0038  0.0035  -0.0321
Si  13.0492  11.1144  18.6512  0.0058  0.0116  -0.0182
Si  4.0231  8.6993  18.3953  0.0059  -0.003  -0.0042
Si  3.6465  5.8382  0.2513  -0.0074  0.0029  0.0206
Si  5.668  11.6894  -5.0617  0.005  -0.0181  -0.0026
Si  8.6192  6.9876  -7.8223  0.0025  -0.0045  -0.0243
Si  12.6696  14.8794  -5.1289  0.0102  -0.003  -0.0078
Si  3.1628  13.8578  18.7846  -0.0063  -0.0011  -0.0068
Si  12.2264  13.2619  -2.6626  0.0003  0.0064  0.0209
Si  7.0582  11.7338  16.3298  0.0056  0.0053  0.0209
Si  3.5996  4.4239  21.6221  0.0076  -0.0034  -0.0377
Si  4.875  14.531  -4.5647  -0.0072  0.0061  -0.0054
Si  9.0346  11.234  -0.0285  -0.0023  0.006  0.0219
Si  11.4397  4.1235  17.574  0.0118  -0.0179  -0.0129
Si  9.7034  13.1237  15.6494  -0.0003  -0.0059  0.0261
Si  11.4932  10.5598  16.1198  -0.0012  0.0083  0.0063
Si  6.9314  9.7702  18.6383  0.0023  0.0043  -0.0036
Si  11.6059  4.9165  13.4344  -0.0014  -0.0057  -0.0027
Si  13.0408  7.0021  -5.4348  0.0021  0.0051  -0.014
Si  3.5745  11.1193  -2.7774  -0.0004  0.0035  0.0237
Si  9.8853  5.0573  0.0722  0.0069  -0.0034  0.0211
Si  10.2888  10.9468  -2.7619  -0.0056  0.0075  0.0206
Si  6.3394  5.6724  15.6231  0.0027  -0.0221  0.0359
O  6.8964  10.6989  15.0913  -0.0066  -0.01  -0.0322
O  5.8293  14.1437  -0.6157  -0.0123  0.0162  -0.0211
O  4.1969  5.3029  -1.2155  0.0121  -0.009  -0.0264
O  12.1152  10.1633  14.6833  0.0006  0.0176  -0.0164
O  11.3791  9.7813  -2.8259  0.0012  0.0045  -0.0033
O  7.3866  7.591  -1.1939  0.0073  -0.0144  -0.0238
O  12.5673  13.9146  -1.2351  0.0101  -0.0121  -0.0387
O  9.7471  6.081  -8.5263  -0.0061  0.0056  0.0164
O  7.7993  8.4348  18.4194  -0.0066  0.0065  -0.0043
O  9.5884  6.9882  17.1737  0.0052  -0.0049  0.0028
O  3.3863  14.6718  -5.141  0.0145  -0.0013  0.0178
O  11.7393  11.2396  19.6043  0.0003  -0.0083  0.0204
O  13.3545  12.2328  -3.1905  0.0015  -0.0031  -0.0023
O  7.9199  12.39  -0.3833  -0.0031  0.0012  -0.0119
O  4.2052  14.3611  17.6621  0.008  0.0041  -0.0026
O  12.2216  5.2227  16.6834  -0.0008  0.0043  -0.0109
O  7.2203  6.6457  -8.5469  0.0053  -0.001  0.0189
O  4.2964  5.8805  21.5285  -0.001  -0.0066  0.0115
O  4.1932  14.0413  14.9984  -0.0165  -0.0035  -0.0346
O  4.8559  14.3604  -2.9657  0.0023  0.0034  -0.0255
O  8.3929  8.9134  -4.9004  -0.0021  0.0072  -0.0031
O  12.5219  7.8117  -1.5242  -0.0017  0.0106  -0.0443
O  5.3918  9.5326  18.2419  -0.004  -0.0045  0.001
O  7.0257  6.6104  16.7447  -0.0013  0.0012  -0.0041
O  9.2306  4.257  20.827  -0.0059  -0.0005  0.0229
O  10.6284  11.6324  21.9944  -0.0044  0.0037  0.0167
O  3.7599  6.8585  -5.2439  0.0122  -0.0027  0.003
O  5.6733  5.0109  -4.8777  -0.0031  -0.0085  0.0134
O  8.5127  8.2813  21.5186  0.0121  -0.0148  0.0171
O  12.5876  11.2166  17.1048  -0.0026  -0.0071  -0.0034
O  4.1604  7.5619  19.5393  -0.0005  -0.0031  0.0189
O  10.3985  14.1476  16.6889  0.0042  0.0037  -0.0057
O  12.4529  7.7975  -4.1632  0.0012  0.0017  0.0006
O  13.5342  12.2205  13.9976  0.0026  0.0032  -0.0106
O  13.3153  6.9924  14.9395  0.0036  0.0054  -0.0058
O  6.2983  7.4423  -5.3595  0.0046  0.0003  0.0045
O  5.6497  12.489  16.5541  -0.0014  -0.0018  -0.002
O  5.1161  5.8407  -7.2479  -0.0093  0.0062  0.0271
O  12.5395  14.0588  18.2502  -0.0034  0.0043  -0.0014
O  7.1531  10.4151  -8.8351  0.0107  -0.0039  0.0166
O  11.4881  12.3529  -8.2273  0.0028  0.0044  0.0093
O  4.8034  6.1784  15.5405  -0.0179  -0.0003  -0.0161
O  6.7028  5.2127  -2.076  -0.0009  0.0017  -0.0047
O  3.5398  9.5679  -7.8232  0.0013  -0.0005  0.0107
O  5.2042  10.9637  -6.4228  0.0066  0.0012  0.0173
O  11.8752  9.7148  -8.3826  0.0056  -0.0077  0.0117
O  8.1991  5.8791  19.0283  -0.0008  0.0015  0.0027
O  5.555  9.4442  -0.4698  -0.001  0.0021  -0.0142
O  10.9442  9.1695  16.7385  -0.0051  -0.0077  -0.0003
O  13.0421  4.5518  22.3636  -0.0078  -0.0034  0.0205
O  13.0635  10.6347  21.7247  0.0098  -0.0088  0.0141
O  12.0456  14.4831  -3.698  -0.0019  -0.0009  -0.0057
O  8.8881  8.5491  -8.0683  0.0012  0.0007  0.0086
O  9.2195  5.639  -1.3423  -0.015  0.0109  -0.029
O  12.7203  7.802  -6.7995  -0.0022  -0.0054  0.0148
O  4.7927  11.2571  -3.7947  0.002  -0.0001  -0.0068
O  10.8723  12.4187  -2.451  0.001  -0.0115  -0.0114
O  9.3443  10.5777  -1.4989  0.0078  -0.0033  -0.0348
O  5.9299  7.9944  21.4399  -0.001  0.0002  0.0098
O  9.3955  8.2285  14.8482  -0.0142  0.0025  -0.0161
O  3.9844  11.3928  -1.2402  -0.0098  0.0052  -0.0301
O  3.4183  14.6746  20.148  0.0031  0.001  0.0177
O  9.6405  11.0652  -4.2234  0.0009  -0.0044  0.0005
O  13.2395  14.3615  -8.4578  0.0013  -0.0055  0.0217
O  10.2796  6.7139  20.4216  0.0024  0.0022  0.007
O  2.9974  12.1156  -7.2003  0.0024  -0.0025  0.0072
O  10.6288  4.8149  18.7487  -0.0015  0.0096  0.0152
O  3.0567  9.593  -2.9032  -0.0096  0.0003  -0.0098
O  8.1425  12.8843  16.0023  0.0018  -0.0034  -0.008
O  8.7822  10.7837  -6.7381  0.0042  -0.0032  0.0166
O  5.6038  13.2885  -5.2695  -0.0024  0.009  0.0072
O  12.0685  13.8381  -6.2009  -0.0003  0.005  0.0178
O  12.3481  5.5383  -5.4926  0.0037  -0.0029  0.0054
O  6.9955  14.6726  22.1467  -0.0053  -0.0045  0.0149
O  3.271  12.2533  18.9996  -0.0073  -0.002  0.01
O  3.6804  8.1067  16.9376  0.006  -0.0078  -0.0203
O  7.161  11.2515  -4.7298  -0.0056  0.0059  -0.0034
O  10.3427  11.6446  15.8304  0.018  -0.004  -0.0132
O  7.4818  10.9512  17.685  -0.0029  -0.0008  -0.0015
O  3.3888  8.3052  22.0281  -0.0033  0.0042  0.0123
O  7.0503  10.0946  20.222  0.0011  -0.0046  0.0066
O  6.2849  4.1538  16.1859  0.0041  0.0095  -0.0145
O  8.2189  6.6944  -3.5715  -0.0002  0.0033  -0.0132
O  10.9487  9.1884  21.0554  0.0022  0.0019  0.0066
O  8.6151  6.6571  -6.2317  -0.0004  0.0034  0.0114
O  2.8432  9.6718  18.8883  -0.0035  -0.0015  0.0095

Results
free energy: -130929.468 eV
free energy less fixed offsets of O -570.45, Si -639.56 eV per atom: -7.088 eV

The program warned: the cutoff lies below the one the program advises for these potential files; the forces do not sum to zero within the program's tolerance; empty levels may hold ghost states of the PAW files; the exchange-correlation potential is rough where the density is thin.
